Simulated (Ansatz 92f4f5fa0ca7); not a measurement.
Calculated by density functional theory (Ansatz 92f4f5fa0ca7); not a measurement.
Periodic cell of 276 atoms, Si168O108, from a study of silicon, its oxide and their interface. The atomic structure is a simulated model.
Doubt: the cutoff is low for norm-conserving oxygen, so forces and energies are approximate.
Doubt: the program's own warning below bears on the result.
This geometry differs little from another in the collection (a relaxation step or a small displacement).

Settings
functional: HSE06
potential files: SPMS norm-conserving
basis: plane waves
wave-function cutoff: 800 eV
density cutoff ratio: 4
exchange-correlation grid ratio: 1
k mesh: 1 x 1 x 1, Gamma-centred
occupations: fixed
spin: none
net charge: 0

Cell vectors (angstrom)
a	11.6015	0	0
b	0	13.3963	0
c	0	0	30.8482

Atoms: element, x, y, z (angstrom)
Si	0.0473	-0.0945	24.0978
Si	3.8683	0.0032	24.181
Si	7.7329	0.0513	24.0025
Si	1.9171	3.415	24.1221
Si	6.0118	3.3842	24.1895
Si	9.628	3.3562	24.2582
Si	-0.1119	6.6789	24.1308
Si	3.7587	6.6786	24.2003
Si	7.7031	6.775	24.1586
Si	2	10.0069	24.1546
Si	5.7818	10.0685	24.1534
Si	9.6489	10.0623	23.9677
Si	0.0191	2.1913	24.8341
Si	3.9297	2.2967	24.7817
Si	7.7801	2.1684	25.0983
Si	1.8373	5.6011	24.9959
Si	5.7687	5.6177	24.8998
Si	9.6002	5.5997	25.0023
Si	-0.0207	8.9436	24.8153
Si	3.8933	8.9046	24.987
Si	7.7468	8.9927	24.9113
Si	1.9591	12.2471	24.9723
Si	5.8274	12.3119	24.8992
Si	9.6444	12.2798	24.809
Si	0.0048	2.2088	27.2389
Si	3.8858	2.2587	27.2102
Si	7.7504	2.1915	27.4127
Si	1.8932	5.5825	27.3401
Si	5.7844	5.5872	27.2796
Si	9.6428	5.5899	27.3468
Si	-0.0119	8.9369	27.2273
Si	3.8767	8.9152	27.3366
Si	7.7416	8.9514	27.2881
Si	1.9391	12.2652	27.3235
Si	5.8155	12.2866	27.2795
Si	9.6559	12.2667	27.2251
Si	1.9538	1.1264	28.0555
Si	5.7806	1.1122	28.0927
Si	9.7003	1.0819	28.0913
Si	-0.0252	4.4391	28.088
Si	3.853	4.4694	28.076
Si	7.7117	4.4621	28.095
Si	1.9122	7.8244	28.0834
Si	5.819	7.809	28.09
Si	9.6706	7.8338	28.0853
Si	-0.0153	11.1562	28.0655
Si	3.8832	11.1589	28.0874
Si	7.737	11.1745	28.0839
Si	1.9336	1.1164	30.4532
Si	5.8008	1.1164	30.4532
Si	9.6679	1.1164	30.4532
Si	0	4.4654	30.4532
Si	3.8672	4.4654	30.4532
Si	7.7343	4.4654	30.4532
Si	1.9336	7.8145	30.4532
Si	5.8008	7.8145	30.4532
Si	9.6679	7.8145	30.4532
Si	0	11.1635	30.4532
Si	3.8672	11.1635	30.4532
Si	7.7343	11.1635	30.4532
Si	0	0	0.3944
Si	3.8672	0	0.3944
Si	7.7343	0	0.3944
Si	1.9336	3.3491	0.3944
Si	5.8008	3.3491	0.3944
Si	9.6679	3.3491	0.3944
Si	0	6.6981	0.3944
Si	3.8672	6.6981	0.3944
Si	7.7343	6.6981	0.3944
Si	1.9336	10.0472	0.3944
Si	5.8008	10.0472	0.3944
Si	9.6679	10.0472	0.3944
Si	0.0044	-0.0091	2.7642
Si	3.8916	-0.0105	2.751
Si	7.7487	-0.0104	2.7777
Si	1.9321	3.3469	2.7596
Si	5.7906	3.3616	2.7347
Si	9.6724	3.3622	2.7698
Si	-0.0123	6.6909	2.7849
Si	3.8593	6.6992	2.7458
Si	7.7543	6.7049	2.7769
Si	1.9219	10.0613	2.7587
Si	5.7895	10.0183	2.7574
Si	9.6322	10.0646	2.7758
Si	0.002	2.218	3.5443
Si	3.8747	2.2259	3.5129
Si	7.7199	2.2506	3.4919
Si	1.9431	5.5821	3.5554
Si	5.8033	5.5959	3.507
Si	9.6615	5.5771	3.6459
Si	-0.0282	8.9525	3.5136
Si	3.8398	8.9195	3.5434
Si	7.7088	8.9296	3.6083
Si	1.9538	12.3011	3.5379
Si	5.8167	12.2372	3.5418
Si	9.6849	12.2842	3.6299
Si	0.0081	2.1959	5.9118
Si	3.8989	2.2078	5.8656
Si	7.6867	2.2538	5.829
Si	1.9678	5.5707	5.9268
Si	5.7914	5.5868	5.8565
Si	9.6545	5.547	6.0722
Si	-0.0637	8.9749	5.8619
Si	3.7918	8.8839	5.9136
Si	7.667	8.9117	6.0105
Si	1.9878	12.3157	5.8965
Si	5.8282	12.1808	5.9106
Si	9.7111	12.2885	6.0507
Si	1.9874	1.1488	6.7239
Si	5.8268	1.0242	6.5873
Si	9.5921	1.1967	6.6627
Si	0.0672	4.4162	6.6693
Si	3.9287	4.4188	6.6737
Si	7.6286	4.4421	6.7569
Si	1.7959	7.819	6.6702
Si	5.6972	7.7628	6.7496
Si	9.6443	7.8439	6.7235
Si	0.1255	11.1823	6.748
Si	3.8485	11.099	6.68
Si	7.7761	11.1428	6.8216
O	4.1335	4.2711	8.3164
O	5.5286	7.5752	8.3966
O	9.3129	1.5116	8.283
O	9.7476	8.055	8.3666
O	2.1457	1.266	8.373
O	6.0333	0.8156	8.2109
O	1.4835	7.9182	8.3032
O	0.4914	11.1797	8.383
O	3.6834	10.9807	8.3278
O	0.3762	4.2798	8.299
O	7.2982	4.4079	8.4057
O	7.787	11.2019	8.491
O	6.6072	3.4354	22.6299
O	2.2389	9.9141	22.5193
O	7.7332	0.1541	22.3268
O	11.2508	6.5167	22.496
O	7.7709	6.9232	22.5017
O	0.1999	13.0466	22.4703
O	9.6008	10.0281	22.2915
O	3.4877	6.6636	22.5582
O	5.7228	10.0301	22.5012
O	9.3214	3.4096	22.6248
O	1.7325	3.5844	22.4911
O	3.7901	-0.0968	22.5376
Si	8.9656	10.085	18.0486
Si	4.3983	10.9444	9.7776
Si	9.1866	10.7187	20.8664
Si	5.0617	8.1586	9.8381
Si	2.6847	1.7019	9.8413
Si	7.2046	6.2544	21.1367
Si	10.3895	6.6315	18.2899
Si	3.0712	10.7899	12.5359
Si	10.0537	6.1334	14.1786
Si	9.7337	1.5224	16.2019
Si	5.5252	0.5061	9.7039
Si	1.6288	9.6727	21.0346
Si	11.09	4.1539	9.6418
Si	7.2688	0.8185	20.8907
Si	3.275	6.4397	14.5102
Si	7.9705	3.5089	21.7248
Si	10.183	1.25	9.6252
Si	13.5921	3.6754	15.3732
Si	8.1456	5.0393	9.6415
Si	-0.5774	4.3212	16.6285
Si	1.4167	13.0966	11.9717
Si	7.3969	1.5475	14.0504
Si	8.4624	10.8495	9.9356
Si	5.0454	6.0304	11.9616
Si	7.9382	0.0623	11.4265
Si	11.6042	12.4462	20.974
Si	9.0196	7.8592	9.8028
Si	4.0233	8.7107	19.4278
Si	7.6007	4.5191	12.715
Si	0.7181	1.1117	14.564
Si	4.4981	10.4027	15.02
Si	1.8202	9.1855	14.6121
Si	4.0995	6.1002	21.1608
Si	4.4361	13.3448	21.0612
Si	1.8887	1.1512	19.5632
Si	4.9925	7.9193	16.6278
Si	2.8439	1.2136	16.5683
Si	8.0443	13.1168	18.0036
Si	7.4759	7.6234	18.3162
Si	11.4203	11.9223	9.66
Si	5.9557	10.555	20.987
Si	10.7434	8.477	16.0446
Si	5.5669	13.3176	15.9606
Si	2.0803	7.3529	9.6965
Si	1.9541	4.064	20.9606
Si	3.3924	4.5626	9.7277
Si	0.2047	6.7419	20.9909
Si	11.3875	6.5831	11.4495
O	9.2333	0.6848	17.485
O	9.3091	0.7132	10.8635
O	1.0285	4.1824	16.57
O	2.6097	12.3333	12.7626
O	6.23	5.3653	12.8285
O	1.0343	5.3786	20.6075
O	10.5667	5.0716	15.2731
O	5.1438	11.814	15.4822
O	2.4789	3.2836	10.1312
O	1.0842	2.7106	14.3905
O	7.8745	0.3932	13.0042
O	5.6052	7.2971	11.0996
O	3.2467	0.431	20.0897
O	3.4648	4.6527	20.7763
O	1.8973	9.7963	13.0944
O	4.2729	1.4646	9.9955
O	4.0634	8.5505	17.814
O	5.0835	11.8976	20.7019
O	-0.0217	5.0661	10.88
O	4.2939	6.7458	15.7428
O	9.6487	9.877	19.5319
O	7.3202	3.0237	13.3265
O	5.665	5.8712	21.3861
O	7.9319	6.654	9.6789
O	7.9228	4.3781	11.1101
O	10.2534	2.9298	16.7547
O	9.8561	9.6188	16.7791
O	7.296	7.2593	19.8845
O	10.9569	2.5978	10.0823
O	6.0382	0.9357	14.7528
O	3.9488	6.5289	13.0382
O	8.8487	6.9097	17.8646
O	11.1931	6.4329	13.0484
O	1.063	7.4651	10.9561
O	8.3167	9.2552	10.2582
O	11.3025	7.5338	17.269
O	0.7044	10.9832	20.7493
O	6.7396	-0.1496	17.0638
O	4.2692	0.5003	16.7269
O	0.3465	9.261	15.2788
O	2.7838	9.6417	19.898
O	6.7065	0.8463	10.7356
O	5.3854	9.422	19.9695
O	7.8768	11.8577	11.0848
O	0.5189	0.4193	13.1143
O	8.0008	4.8726	20.8514
O	10.0837	7.3686	10.9081
O	2.1525	7.5985	14.5725
O	10.0473	11.1305	9.8975
O	11.2087	13.4686	9.2082
O	4.4393	4.9375	10.9122
O	0.9503	8.1935	20.995
O	2.6421	4.9502	14.634
O	10.9514	0.8415	15.3828
O	10.0048	12.1443	20.7619
O	7.5986	9.218	18.0793
O	2.4069	5.7987	9.468
O	3.1269	2.741	16.0583
O	10.6448	6.8961	19.8642
O	8.6125	11.6249	17.8516
O	1.9453	0.4709	15.4252
O	5.1304	12.3594	9.9669
O	6.2479	7.1805	17.359
O	8.7527	5.4176	13.4708
O	7.6605	13.405	19.5477
O	4.4346	10.4621	13.38
O	8.4897	1.7311	15.2084
O	2.0013	1.2029	17.9501
O	3.3129	10.6807	10.9456
O	5.6552	1.0092	20.9669
O	10.6853	5.0836	17.9996
O	3.85	7.2061	20.0139
O	9.874	7.5602	14.9825
O	5.3761	9.1623	15.625
O	0.6228	11.9837	11.0713
O	3.449	8.132	9.9952
O	7.9581	2.2657	20.7055
O	9.6664	4.7592	9.1899
O	0.625	0.1918	19.9815
O	1.7317	2.705	20.0792
O	5.4822	9.7305	9.8784
O	7.5535	10.839	20.793
O	1.9495	0.8456	10.9787
O	2.9371	10.0628	15.4516

Results
free energy: -67415.279 eV
free energy less fixed offsets of O -447.96, Si -113.29 eV per atom: -2.879 eV
gap between the highest filled and lowest empty level on this k mesh: 1.429 eV

The program warned: the cutoff lies below the one the program advises for these potential files; the model core charge is not resolved on the grid; the forces do not sum to zero within the program's tolerance; the exchange-correlation potential is rough where the density is thin.
